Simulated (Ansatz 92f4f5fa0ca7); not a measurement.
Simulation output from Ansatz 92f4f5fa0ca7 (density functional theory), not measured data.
Periodic cell of 221 atoms, Si132O88H1, from a study of silicon, its oxide and their interface. The atomic structure is a simulated model.
Doubt: the cutoff is far below the 930 eV that the study's wrapper takes by default for these files, so forces and energies are approximate.
This geometry differs little from another in the collection (a relaxation step or a small displacement).

Settings
functional: PBE
potential files: Ansatz PAW
basis: plane waves
wave-function cutoff: 580 eV
density cutoff ratio: 5
exchange-correlation grid ratio: 1
k mesh: 1 x 1 x 1, Gamma-centred
self-consistency stop: 5e-08 eV per atom in the density residual
occupations: fixed
spin: none
net charge: +1 e, with a uniform compensating background and no finite-size correction

Cell vectors (angstrom)
a  10.938  0  0
b  0  10.938  0
c  0  0  32.7669

Atoms and the computed forces on them: element, x, y, z (angstrom), force x, y, z (eV/angstrom)
Si  -0.2332  0.3343  25.2431  -0.118  0.1041  -0.1058
Si  5.7674  -0.1552  25.2897  0.0895  -0.0665  -0.0555
Si  2.5374  3.0737  25.3043  -0.0916  0.1265  -0.1398
Si  8.4725  2.5961  25.1985  0.0725  -0.0742  -0.0613
Si  0.2957  5.3058  25.2891  0.1098  -0.0916  -0.0744
Si  5.2029  5.7869  25.3874  -0.1315  0.0772  -0.2394
Si  2.9946  8.0366  25.313  0.0697  -0.1168  -0.0391
Si  7.9895  8.5366  25.3129  -0.0847  0.1138  -0.0851
Si  1.3705  1.4434  26.5714  -0.0282  0.0386  0.0264
Si  6.897  1.4415  26.5889  0.0557  -0.0361  -0.0145
Si  4.0834  4.1804  26.6849  -0.0323  0.0351  0.0045
Si  9.6096  4.1485  26.5717  0.0479  -0.0499  -0.0069
Si  1.3996  6.8879  26.6369  0.0708  -0.028  -0.0149
Si  6.849  6.9181  26.616  -0.0213  0.0452  0.0346
Si  4.1459  9.6357  26.5975  0.049  -0.0469  0.0014
Si  9.5807  9.6747  26.6098  -0.0329  0.0419  0.0048
Si  2.7169  0.0289  27.9438  0.0142  -0.0042  -0.0002
Si  8.194  0.041  28.006  -0.0083  -0.0038  -0.0369
Si  -0.0102  2.7561  27.986  -0.0066  0.0107  -0.0183
Si  5.4681  2.7501  27.9657  -0.0037  0.0037  -0.0039
Si  2.7073  5.5031  28.0426  -0.0181  0.0202  -0.0428
Si  8.2001  5.4849  27.947  0.0005  0.0043  -0.0002
Si  -0.0208  8.2396  27.9609  0.013  -0.018  -0.0044
Si  5.4587  8.2343  28.0053  -0.0156  0.0075  -0.0323
Si  4.1018  1.3673  29.3486  -0.0342  0.0064  -0.2074
Si  9.5708  1.3673  29.3486  0.0697  0.1505  0.2002
Si  1.3673  4.1018  29.3486  -0.1767  -0.0016  0.2798
Si  6.8362  4.1018  29.3486  0.0562  0.0844  -0.1772
Si  4.1018  6.8362  29.3486  0.0529  0.1896  0.3098
Si  9.5708  6.8362  29.3486  -0.0378  0.055  -0.212
Si  1.3673  9.5708  29.3486  0.0177  0.1152  -0.2072
Si  6.8362  9.5708  29.3486  0.0145  0.1668  0.1755
Si  0  0  30.7159  0.0314  0.0341  -0.0218
Si  5.469  0  30.7159  0.0572  -0.0496  -0.0034
Si  2.7345  2.7345  30.7159  0.0078  0.0376  -0.0109
Si  8.2035  2.7345  30.7159  0.0876  0.0027  -0.0045
Si  0  5.469  30.7159  0.0517  -0.0428  0.0065
Si  5.469  5.469  30.7159  0.0204  0.0451  -0.0189
Si  2.7345  8.2035  30.7159  0.0653  0.0037  -0.0108
Si  8.2035  8.2035  30.7159  0.0064  0.0235  -0.0199
Si  1.3673  1.3673  32.0831  -0.0272  -0.0464  -0.0101
Si  6.8362  1.3673  32.0831  -0.0424  0.0133  -0.0239
Si  4.1018  4.1018  32.0831  0.0018  0.0066  -0.0086
Si  9.5708  4.1018  32.0831  -0.0708  0.0361  -0.0151
Si  1.3673  6.8362  32.0831  0.0027  0.0447  -0.034
Si  6.8362  6.8362  32.0831  0.0015  0.0018  -0.0074
Si  4.1018  9.5708  32.0831  -0.0619  0.0203  -0.0246
Si  9.5708  9.5708  32.0831  0.0092  -0.0023  -0.016
Si  2.7345  0  0.6835  0.0665  -0.0573  0.0097
Si  8.2035  0  0.6835  0.0034  -0.0108  0.0063
Si  0  2.7345  0.6835  0.0451  0.0185  0.0187
Si  5.469  2.7345  0.6835  0.0126  -0.0074  0.0419
Si  2.7345  5.469  0.6835  -0.0686  0.036  -0.0062
Si  8.2035  5.469  0.6835  0.0731  -0.0352  0.0086
Si  0  8.2035  0.6835  0.0281  -0.0416  0.0322
Si  5.469  8.2035  0.6835  0.0314  0.0215  0.0127
Si  4.1018  1.3673  2.0507  -0.0701  -0.0418  0.0405
Si  9.5708  1.3673  2.0507  -0.0603  -0.1087  -0.0041
Si  1.3673  4.1018  2.0507  0.0497  0.0255  -0.0245
Si  6.8362  4.1018  2.0507  -0.0167  0.0652  0.0356
Si  4.1018  6.8362  2.0507  -0.0905  -0.0614  0.0269
Si  9.5708  6.8362  2.0507  -0.1409  0.0102  0
Si  1.3673  9.5708  2.0507  -0.0087  0.115  -0.006
Si  6.8362  9.5708  2.0507  -0.0446  -0.0682  -0.005
Si  0  0  3.418  0.3197  0.1638  -0.5621
Si  5.469  0  3.418  0.0834  0.0188  0.0201
Si  2.7345  2.7345  3.418  0.0558  0.3777  -0.1144
Si  8.2035  2.7345  3.418  -0.1191  -0.0231  0.4028
Si  0  5.469  3.418  0.0222  -0.3601  0.1817
Si  5.469  5.469  3.418  -0.1155  -0.3871  0.3084
Si  2.7345  8.2035  3.418  0.0615  -0.177  0.1641
Si  8.2035  8.2035  3.418  -0.3305  -0.4973  -0.7371
Si  1.3105  1.4493  4.739  0.0019  0.0119  0.0019
Si  6.8162  1.3496  4.8329  0.0428  0.0294  0.0257
Si  4.1341  4.0035  4.8778  0.0619  0.0198  -0.0399
Si  9.5749  4.069  4.8468  0.0043  0.009  0.0073
Si  1.4196  6.7482  4.7915  -0.0152  0.0183  0.0166
Si  6.848  6.8081  4.7802  -0.0005  -0.0044  0.0031
Si  4.1129  9.5718  4.7805  0.0485  0.0203  -0.0048
Si  9.606  9.5063  4.6367  0.0128  0.0259  0.0239
Si  2.6716  0.0505  5.9959  -0.0572  0.0035  -0.0764
Si  8.2738  -0.1127  5.9713  0.0034  -0.0308  -0.0365
Si  -0.0412  2.6689  6.2856  0.0005  -0.0523  -0.0162
Si  5.3905  2.5074  6.4111  -0.075  -0.029  -0.1246
Si  2.7441  5.375  6.2585  0.0167  0.0113  -0.0509
Si  8.1041  5.3381  6.2016  -0.0648  0.0113  -0.0269
Si  -0.1178  8.055  5.9832  0.0086  -0.0457  0.0119
Si  5.495  8.2015  6.1479  -0.0004  -0.0366  -0.022
Si  3.6552  1.289  7.7605  0.0605  0.0869  0.3481
Si  9.7896  0.8743  7.4458  0.0161  -0.0803  0.0478
Si  1.6066  3.738  7.6031  0.0617  -0.1123  0.2147
Si  6.5161  4.1928  7.6174  -0.0475  0.0475  0.1329
Si  4.4181  6.5828  7.4446  0.0926  -0.1331  0.083
Si  9.2816  6.9609  7.3953  -0.0418  0.0145  0.0648
Si  1.0661  9.7201  7.0282  -0.0059  0.0218  0.1485
Si  7.1921  9.3016  7.3648  0.1129  0.0145  0.0658
O  1.404  4.174  24.7662  0.0115  -0.0011  0.1345
O  6.8566  9.6331  24.7705  0.01  -0.0234  0.1118
O  2.6831  2.5832  8.1766  -0.0793  -0.0183  -0.123
O  8.2405  8.1368  7.9419  -0.0321  -0.0141  -0.037
O  5.4562  5.4101  7.9394  -0.0204  0.0775  -0.0467
O  0.0481  -0.2126  7.9025  0.0315  0.0085  -0.0897
O  4.0927  6.8915  24.8138  0.0428  -0.0304  0.1442
O  9.5726  1.4409  24.6992  0.0164  -0.0234  0.1254
O  2.2185  8.9179  7.8988  -0.0949  0.0717  -0.0402
O  0.9331  4.3611  8.9987  0.0241  0.0559  -0.0894
O  8.8768  1.144  8.8202  0.0454  0.0035  -0.0325
O  6.806  10.2437  8.6882  -0.0102  -0.0314  0.0012
O  3.8931  0.4056  9.2445  -0.0777  0.0487  -0.0869
O  4.0528  7.3147  8.9073  -0.1374  0.0279  -0.0316
O  6.9133  3.7079  9.1675  -0.0275  0.022  -0.0732
O  9.9924  6.2389  8.6963  -0.0213  0.0047  -0.043
O  3.2866  2.4791  23.9603  -0.0202  0.0093  0.1074
O  5.1772  0.5754  23.9354  0.0019  -0.0195  0.0691
O  7.8535  3.3224  23.8331  -0.0009  0.0083  0.0466
O  10.611  6.015  23.9367  -0.0017  0.0002  0.0637
O  8.7047  7.9052  23.971  -0.0146  0.0068  0.0689
O  2.3474  8.6979  23.95  0.0041  0.0041  0.0622
O  5.818  5.0599  24.0558  0.0233  -0.0057  0.1083
O  0.4674  10.6229  23.8944  -0.0138  0.0165  0.0924
Si  3.6134  10.4694  10.6048  0.1347  -0.1628  -0.2449
Si  0.9532  3.2192  12.6445  -0.3258  0.1716  -0.0457
Si  -2.4285  -1.9063  11.7357  0.0383  -0.0742  -0.0556
Si  4.4682  1.7723  23.09  -0.0336  -0.023  -0.0677
Si  -6.1746  -7.5614  17.2602  -0.0139  -0.017  0.3747
Si  3.3529  -11.0501  15.8974  -0.0759  -0.1017  0.3679
Si  1.193  9.4221  23.0603  0.0306  0.0011  -0.0718
Si  15.7524  8.4442  17.4391  0.0781  -0.0416  0.1753
Si  -1.9064  3.1441  12.6104  0.0286  0.0651  0.0152
Si  -1.2862  4.2883  19.1277  -0.0077  -0.001  0.1947
Si  2.4334  0.5256  21.0966  -0.0459  0.0492  0.0422
Si  5.0135  12.9357  14.6604  0.6525  -0.0344  0.7168
Si  10.7373  18.0545  12.0265  -0.0224  0.0856  -0.0209
Si  2.567  0.8895  13.2007  -0.8157  -0.7078  -0.2504
Si  7.7413  11.2087  9.6267  0.0667  -0.0792  0.0079
Si  0.2621  5.9911  17.1186  -0.0686  -0.0108  0.1522
Si  5.4639  -2.2892  12.3799  0.0962  -0.0415  -0.0305
Si  2.6252  -2.9022  9.1666  -0.1011  -0.1796  -0.0081
Si  3.9008  3.4425  12.2108  0.0409  0.8848  -0.819
Si  7.9436  6.0566  20.9469  0.0191  -0.03  0.0079
Si  7.278  -2.4047  19.219  0.038  -0.0091  0.1736
Si  10.3596  5.2108  14.2478  -0.083  0.0664  0.06
Si  2.3987  1.403  18.26  -0.0669  -0.0168  0.2717
Si  9.7654  -2.2093  17.3962  -0.0112  0.0047  0.158
Si  6.6267  2.9303  10.5577  0.2218  -0.0466  -0.103
Si  -3.1064  1.3718  14.5996  0.2587  -0.0683  0.1528
Si  0.1205  1.9885  20.1026  0.0102  0.0302  0.1277
Si  8.9463  -0.0301  19.1653  0.0387  0.0216  0.1684
Si  6.5945  4.0453  23.0631  -0.0262  0.0879  -0.003
Si  9.9032  7.2234  23.1059  -0.0057  -0.0277  -0.0587
Si  7.732  2.3523  17.5534  0.0905  -0.0061  0.2077
Si  11.2961  5.7811  9.5409  0.0732  0.0441  -0.0035
Si  6.3957  7.8054  14.8761  0.0715  0.0224  0.07
Si  4.5406  -4.7318  13.7102  0.0675  0.2648  0.0979
Si  3.3941  6.0755  16.708  -0.0372  0.0295  0.1131
Si  8.7839  -1.5096  14.7006  0.0176  -0.0511  0.021
O  5.8751  7.8244  16.3869  -0.0234  0.0003  -0.05
O  5.7441  -2.0447  18.7004  -0.0425  0.0097  -0.1001
O  7.9388  2.2632  15.9413  -0.0711  -0.015  -0.1494
O  -1.7445  -1.3785  13.1391  -0.0151  0.0263  0.03
O  6.996  -2.5565  11.8444  -0.0469  0.0162  0.0434
O  14.6308  7.3117  17.7339  0.0057  0.0137  -0.081
O  1.2176  1.6318  21.251  0.0242  -0.0315  -0.0303
O  3.8688  13.0302  13.3664  0.1929  -0.0161  0.1273
O  -2.0202  1.7371  13.4515  -0.0603  0.0059  0.0082
O  0.0253  5.7355  11.1421  0.0562  -0.0376  -0.0703
O  6.227  2.953  17.8636  -0.0819  0.0325  -0.1315
O  8.4951  5.27  19.6467  -0.0115  0.0226  -0.0282
O  -3.0692  -0.1888  15.0244  -0.0531  0.0812  -0.0549
O  -0.6184  5.4538  15.8461  0.0227  -0.0122  -0.0791
O  -0.053  7.5515  17.4876  0.001  0.0105  -0.0795
O  -0.4535  3.0543  11.8221  0.0966  -0.0327  0.0687
O  7.1139  -3.608  20.3184  -0.0015  0.026  -0.0834
O  10.8441  5.1061  18.4163  0.0245  0.013  -0.097
O  3.7852  1.0796  21.7864  0.0464  0.0386  0.0512
O  -8.6049  3.4775  11.7357  0.3062  -0.1888  0.2455
O  7.9466  0.884  18.232  -0.0332  0.0148  -0.0986
O  10.3547  14.3755  20.3374  -0.0086  0.0033  -0.0724
O  3.6467  6.3812  15.0845  0.0156  -0.0275  -0.0842
O  0.9445  2.0459  18.6579  0.0381  -0.0206  -0.1189
O  1.8233  -5.2131  16.7947  0.0451  -0.0068  -0.0733
O  6.73  12.2575  10.3655  -0.0415  0.0495  0.044
O  7.768  14.3516  11.627  -0.0781  -0.0149  -0.003
O  9.5233  -3.0643  11.2213  0.0228  -0.0078  0.0302
O  12.0435  18.9677  12.3094  0.0219  0.0099  0.0074
O  0.7843  4.3733  13.7909  0.1009  -0.0906  -0.0558
O  -0.6349  -4.2775  13.5275  0.0343  -0.0394  -0.0087
O  2.6995  9.122  10.3886  0.0421  0.0054  0.0018
O  1.507  6.9264  9.4629  0.0488  0.1154  -0.0341
O  5.0674  14.1305  11.1164  -0.2742  -0.1187  0.3399
O  4.7146  0.7489  15.6278  -0.055  0.1707  -0.336
O  2.78  0.3774  19.4859  0.0111  0.0176  -0.1256
O  4.2473  4.7472  13.0719  -0.0743  -0.4389  -0.018
O  9.2261  6.5951  21.7748  0.0439  0.0377  0.0499
O  5.6435  8.9982  13.9888  -0.0348  0.0116  -0.0171
O  -1.0956  0.8912  20.1535  -0.0171  -0.0175  -0.061
O  7.0643  4.9836  21.8044  -0.0301  -0.0625  0.0739
O  -2.9592  -2.9113  14.8632  -0.0057  0.0171  -0.0201
O  1.9211  -0.8869  21.73  -0.0425  -0.048  0.0524
O  -0.8733  -0.8971  18.3242  -0.0069  -0.0172  -0.0877
O  2.2393  0.6304  16.8177  0.0501  -0.0253  -0.1598
O  2.73  -0.2395  14.3592  0.1147  0.2268  -0.1931
O  5.5635  2.8717  22.5677  0.0101  0.0134  0.0183
O  8.9231  -7.6311  18.0634  -0.0405  -0.0237  -0.0961
O  3.6043  2.4896  17.9964  0.0469  0.033  -0.1236
O  -1.0273  -1.6352  15.8539  -0.0114  0.0061  -0.0516
O  2.7171  0.4119  11.6679  0.1226  0.2972  0.4935
O  1.2275  1.7671  13.3971  0.4062  -0.0027  0.0405
O  -7.0386  -1.3658  16.7122  -0.0298  0.0806  -0.1308
O  6.4029  12.7268  13.8841  -0.5339  0.0604  -0.0857
O  4.8477  -7.6502  15.6001  -0.1228  -0.1766  -0.4344
O  0.0713  8.3222  22.6222  0.0011  0.0025  0.0213
O  7.9465  -1.0804  19.9387  -0.0224  -0.0212  -0.0779
O  4.4406  -3.6095  12.4679  -0.0147  -0.0696  0.063
O  -2.6445  -2.7652  17.9423  0.0081  0.0025  -0.0774
O  4.8945  9.8893  11.4716  -0.0699  0.0943  0.0135
O  9.075  4.3407  13.7261  0.014  -0.0281  -0.0274
O  8.5041  -0.6312  10.7428  -0.0435  0.0827  -0.0458
O  4.3443  -6.0061  17.3912  0.0284  -0.0498  -0.0947
O  6.0988  -4.5995  14.2052  -0.06  -0.0485  -0.0255
H  12.5496  19.4125  11.5999  -0.0563  -0.0442  0.0322

Results
free energy: -133981.885 eV
free energy less fixed offsets of H -15.97, O -568.88, Si -635.61 eV per atom: -3.955 eV

The program warned: the cutoff lies below the one the program advises for these potential files; the exchange-correlation potential is rough where the density is thin.
